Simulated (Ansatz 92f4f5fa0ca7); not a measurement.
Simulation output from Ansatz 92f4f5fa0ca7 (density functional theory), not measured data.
Periodic cell of 288 atoms, Si194O94, from a study of silicon, its oxide and their interface. The atomic structure is a simulated model.
Doubt: the cutoff is far below the 930 eV that the study's wrapper takes by default for these files, so forces and energies are approximate.
This geometry differs little from another in the collection (a relaxation step or a small displacement).

Settings
functional: PBE
potential files: Ansatz PAW
basis: plane waves
wave-function cutoff: 580 eV
density cutoff ratio: 5
exchange-correlation grid ratio: 1
k mesh: 1 x 1 x 1, Gamma-centred
self-consistency stop: 5e-08 eV per atom in the density residual
occupations: fixed
spin: none
net charge: 0

Cell vectors (angstrom)
a, 11.6015, 0, 0
b, 0, 10.938, 0
c, 0, 0, 41.4059

Atoms and the computed forces on them: element, x, y, z (angstrom), force x, y, z (eV/angstrom)
Si, 0, 0, 0.9665, -0.0088, 0.0616, 0.0071
Si, 3.8672, 0, 0.9665, -0.0105, 0.0202, -0.0123
Si, 7.7343, 0, 0.9665, 0.006, 0.0574, 0.0329
Si, 1.9336, 1.3673, 0.9665, -0.0022, 0.0416, -0.0063
Si, 5.8008, 1.3673, 0.9665, -0.0032, -0.1863, 0.0202
Si, 9.6679, 1.3673, 0.9665, 0.0138, -0.1092, -0.0161
Si, 0, 5.469, 0.9665, 0.0005, 0.143, 0.0224
Si, 3.8672, 5.469, 0.9665, 0.0064, 0.0284, 0.0008
Si, 7.7343, 5.469, 0.9665, 0.0049, -0.0615, -0.0435
Si, 1.9336, 6.8362, 0.9665, 0.0236, -0.0383, 0.0154
Si, 5.8008, 6.8362, 0.9665, 0.0031, -0.0899, 0.0075
Si, 9.6679, 6.8362, 0.9665, -0.0333, -0.007, -0.0268
Si, 1.9336, 2.7345, 40.4388, -0.0179, -0.0575, 0.0394
Si, 5.8008, 2.7345, 40.4388, 0.048, 0.1349, 0.0056
Si, 9.6679, 2.7345, 40.4388, -0.0137, 0.1758, -0.0697
Si, 0, 4.1018, 40.4388, -0.0143, -0.0819, 0.0319
Si, 3.8672, 4.1018, 40.4388, -0.0054, -0.0136, 0.0193
Si, 7.7343, 4.1018, 40.4388, -0.0144, 0.0347, 0.0042
Si, 1.9336, 8.2035, 40.4388, -0.0555, 0.0227, -0.0047
Si, 5.8008, 8.2035, 40.4388, 0.0001, 0.0636, 0.0036
Si, 9.6679, 8.2035, 40.4388, 0.0021, 0.0431, -0.0141
Si, 0, 9.5708, 40.4388, 0.0116, -0.0522, 0.0046
Si, 3.8672, 9.5708, 40.4388, -0.0012, -0.0754, -0.0355
Si, 7.7343, 9.5708, 40.4388, -0.0235, -0.0306, 0.0042
Si, 0, 0, 4.8337, 0.0727, 0.1949, -0.084
Si, 3.8672, 0, 4.8337, 0.1709, 0.1956, -0.4254
Si, 7.7343, 0, 4.8337, -0.075, 0.1994, 0.1911
Si, 1.9336, 1.3673, 4.8337, -0.0302, -0.0375, -0.393
Si, 5.8008, 1.3673, 4.8337, -0.1873, -0.0752, 0.8684
Si, 9.6679, 1.3673, 4.8337, 0.1397, -0.4494, -0.2551
Si, 0, 5.469, 4.8337, -0.1802, -0.0341, 0.8806
Si, 3.8672, 5.469, 4.8337, 0.0749, 0.2439, -0.2134
Si, 7.7343, 5.469, 4.8337, -0.032, -0.0793, -0.5719
Si, 1.9336, 6.8362, 4.8337, -0.0512, -0.1443, 0.0581
Si, 5.8008, 6.8362, 4.8337, 0.0188, -0.1314, 0.1774
Si, 9.6679, 6.8362, 4.8337, 0.1459, -0.1389, -0.4373
Si, 1.9336, 2.7345, 2.9001, 0.045, -0.0758, -0.0238
Si, 5.8008, 2.7345, 2.9001, 0.0129, 0.3154, 0.1593
Si, 9.6679, 2.7345, 2.9001, -0.0431, 0.1029, 0.0273
Si, 0, 4.1018, 2.9001, 0.0123, -0.2508, 0.1044
Si, 3.8672, 4.1018, 2.9001, -0.0347, -0.0262, -0.0228
Si, 7.7343, 4.1018, 2.9001, 0.0207, 0.1803, -0.136
Si, 1.9336, 8.2035, 2.9001, -0.0509, 0.0351, -0.0486
Si, 5.8008, 8.2035, 2.9001, 0.0239, 0.0912, 0.0045
Si, 9.6679, 8.2035, 2.9001, -0.0105, -0.0566, -0.0891
Si, 0, 9.5708, 2.9001, 0.0351, -0.0929, 0.0603
Si, 3.8672, 9.5708, 2.9001, 0.0059, 0.0087, -0.0212
Si, 7.7343, 9.5708, 2.9001, -0.0376, -0.0908, 0.0093
Si, 4.8451, 3.4191, 29.7808, -0.0104, -0.005, 0.0018
Si, 7.1588, -4.0405, 27.6882, -0.0059, 0.0018, -0.0014
Si, 5.727, -4.2801, 20.6061, 0.0054, -0.0019, -0.0005
Si, -2.1857, 6.4501, 30.9111, -0.0064, 0.0011, 0.0059
Si, 10.4691, 4.0738, 31.1051, 0.0062, -0.0033, 0.0033
Si, 4.3782, -0.1815, 25.9238, -0.0027, -0.0027, 0.0017
Si, 0.2016, 6.0246, 21.0117, -0.0012, -0.0031, 0.0044
Si, 7.3384, 0.8303, 31.524, 0.0041, -0.0019, -0.004
Si, 5.9722, 4.6941, 31.4278, 0.0253, 0.0105, 0.0121
Si, -3.6698, 8.1766, 17.4894, 0.0039, -0.0044, 0.0006
Si, 1.9628, 7.935, 32.5789, 0.0095, -0.0056, 0.0003
Si, 4.9964, 1.431, 30.9347, -0.0003, 0.0017, -0.0012
Si, 1.5627, 2.2962, 32.9512, 0.0039, 0.0008, 0.0042
Si, 9.0759, 2.4752, 32.1924, 0.0098, -0.0039, -0.0076
Si, 7.4079, 3.8329, 33.081, -0.014, 0.0221, -0.0193
Si, 4.0108, 4.907, 32.6396, -0.0006, 0.0028, 0.0112
Si, 1.1548, 7.6674, 27.6191, -0.0007, -0.0019, 0.0006
Si, 3.8537, 2.5792, 32.7426, -0.0133, 0.003, -0.0167
Si, 6.0032, 8.2066, 32.4966, 0.0038, -0.0024, -0.0015
Si, 3.1976, 10.8478, 30.6089, -0.0021, 0, -0.0079
Si, 13.7125, 5.7001, 31.5467, 0.0069, 0.0083, 0.0015
Si, 5.0267, 13.3559, 24.596, 0.0029, 0.0029, -0.0046
Si, 1.0425, 11.7034, 31.2941, 0.002, -0.0017, -0.0028
Si, 3.8467, 9.3257, 32.3904, -0.005, -0.0032, 0.0058
Si, -0.035, -0.1321, 34.5899, 0.0138, -0.0025, 0.0038
Si, 3.7073, -0.3349, 34.5177, 0.0072, 0.0111, 0.0029
Si, 8.1073, -0.076, 34.6587, -0.0159, 0.0065, 0.0099
Si, 1.8758, 1.1012, 34.8804, -0.0114, -0.002, -0.0051
Si, 4.8252, 1.6585, 34.6699, 0.0105, -0.0238, 0.0239
Si, 9.8469, 1.4426, 34.3553, -0.011, 0.0055, -0.0018
Si, 0.0466, 5.549, 34.7139, 0.0011, 0.0017, -0.0026
Si, 3.9429, 5.6847, 34.8088, -0.0001, 0.0012, -0.0095
Si, 7.7756, 5.5409, 34.6534, -0.0003, -0.0047, 0.0003
Si, 1.9543, 6.9311, 34.7297, 0.0029, -0.0047, 0.0021
Si, 5.897, 6.9803, 34.6005, 0.0003, -0.005, 0.0007
Si, 9.7194, 6.9271, 34.5478, 0.0015, -0.0015, 0.0014
Si, 1.9263, 2.7298, 36.598, 0.0002, 0.0021, 0.0017
Si, 5.7188, 2.7729, 36.5924, -0.0032, -0.0023, -0.0022
Si, 9.6596, 2.6923, 36.4518, -0.0019, 0.0003, 0.0096
Si, -0.0311, 4.0825, 36.5711, 0.0032, -0.0001, 0.0067
Si, 3.8405, 4.1442, 36.5999, -0.0028, 0.0001, 0.0027
Si, 7.7241, 4.095, 36.5373, -0.0001, 0.0023, 0.0038
Si, 1.8942, 8.2614, 36.6367, 0.0037, 0.0048, 0.0047
Si, 5.8449, 8.2521, 36.5775, -0.0024, -0.0008, 0.0014
Si, 9.6408, 8.1688, 36.5755, -0.0039, 0.0036, -0.0004
Si, -0.0787, 9.5548, 36.5912, -0.0025, -0.0031, 0.0032
Si, 3.8683, 9.5191, 36.5955, -0.0009, 0.0007, 0.0075
Si, 7.7724, 9.595, 36.6129, 0.0048, 0.0032, -0.0064
Si, 0, 0, 38.5052, -0.127, 0.1377, -0.0511
Si, 3.8672, 0, 38.5052, 0.0375, 0.1537, -0.2065
Si, 7.7343, 0, 38.5052, 0.152, 0.2902, 0.2738
Si, 1.9336, 1.3673, 38.5052, 0.0255, 0.0488, 0.237
Si, 5.8008, 1.3673, 38.5052, -0.0746, -0.0812, -0.0618
Si, 9.6679, 1.3673, 38.5052, 0.0052, 0.0296, -0.4186
Si, 0, 5.469, 38.5052, 0.013, -0.0508, 0.0408
Si, 3.8672, 5.469, 38.5052, -0.1744, 0.3264, 0.2413
Si, 7.7343, 5.469, 38.5052, -0.0223, -0.2756, 0.0157
Si, 1.9336, 6.8362, 38.5052, -0.0849, -0.1068, 0.1602
Si, 5.8008, 6.8362, 38.5052, 0.1473, -0.0297, -0.196
Si, 9.6679, 6.8362, 38.5052, -0.0582, -0.2682, -0.0244
Si, 1.9276, 2.7896, 6.6759, -0.0051, 0.0055, 0.004
Si, 5.7337, 2.7842, 6.977, 0.0038, 0.0083, 0.0055
Si, 9.6436, 2.5803, 6.8061, -0.0047, 0.0103, 0.0045
Si, -0.0598, 4.0067, 6.9282, 0.0025, -0.013, 0.0031
Si, 3.8325, 4.1733, 6.7679, 0.0036, -0.0031, 0.0055
Si, 7.7395, 3.9293, 6.575, 0.0052, -0.0052, 0.0024
Si, 1.9483, 8.2302, 6.7383, -0.0007, -0.0007, -0.0013
Si, 5.8274, 8.1884, 6.7911, 0.0013, -0.0014, -0.0021
Si, 9.7031, 8.2975, 6.6259, 0.0044, 0.0021, 0.0006
Si, 0.0292, 9.6173, 6.7781, -0.0025, -0.0004, -0.0001
Si, 3.8975, 9.5318, 6.6699, 0.0048, -0.002, -0.0009
Si, 7.7408, 9.5686, 6.7743, 0.0002, -0.0027, -0.0022
Si, 0.0488, 0.0586, 8.7123, 0.002, -0.0056, 0.0039
Si, 3.7598, -0.1561, 8.6212, -0.0124, 0.0109, -0.0025
Si, 7.9057, -0.5122, 8.9944, -0.0048, 0.0054, 0.0036
Si, 1.9869, 1.3929, 8.5082, 0.0135, -0.0025, -0.0079
Si, 5.7692, 2.7215, 9.5854, -0.0032, 0.0016, -0.0047
Si, 9.5695, 1.2633, 8.8237, 0.0022, -0.0023, -0.0074
Si, -0.0375, 4.2017, 9.4381, -0.001, 0.0054, -0.0013
Si, 3.858, 5.5185, 8.7148, 0.009, -0.009, -0.0082
Si, 7.9072, 5.4203, 8.2759, 0.0045, -0.0027, -0.01
Si, 2.1856, 7.2085, 8.8526, -0.0081, 0.0135, 0.0118
Si, 5.9368, 6.6898, 8.6329, -0.0074, 0.0033, 0.0008
Si, 9.6608, 6.9903, 8.5124, -0.0042, -0.0065, 0.0013
Si, 2.4136, -1.9315, 15.1898, 0.0027, -0.0024, -0.0021
Si, 7.5645, 4.2976, 10.289, 0.0038, 0.0035, 0.0041
Si, 6.0933, 1.3677, 15.0168, 0.0063, -0.0014, -0.0038
Si, 1.3633, 1.0493, 12.0454, -0.012, 0.0033, -0.0001
Si, 1.7489, 2.7869, 10.3613, 0.0047, -0.0007, -0.0003
Si, 3.743, 5.0809, 12.5425, -0.0039, 0.0057, 0.0055
Si, 3.8332, 3.9182, 10.4564, 0.004, 0.0038, 0.001
Si, 2.8491, 9.1461, 10.0812, 0.0077, -0.0141, -0.0041
Si, 9.6212, 3.1143, 10.3632, -0.0061, 0.0024, -0.0191
Si, 2.9257, 6.7644, 22.0499, 0.0015, -0.0013, -0.002
Si, 6.5721, 6.9057, 15.2065, 0.0014, 0.0014, -0.0027
Si, 12.7631, 9.6395, 17.6673, 0.0009, 0, 0.0003
Si, -4.5589, -4.2235, 10.7688, -0.003, -0.0041, 0.0154
Si, 7.263, -1.2671, 26.2587, 0.0019, -0.0001, 0.0013
Si, 9.4247, 1.4418, 18.667, -0.0026, 0.004, 0.0032
Si, -0.894, 2.5481, 13.3235, 0.0046, 0.0068, 0.0085
Si, 5.6312, -3.3294, 12.4063, 0.0027, -0.0071, -0.009
Si, 5.7916, 0.2803, 9.8174, 0.0043, -0.0077, 0.0076
Si, 1.089, 4.8472, 14.1502, -0.0037, 0.0043, -0.0057
Si, 2.5154, 7.177, 17.3756, 0.006, -0.0024, -0.0047
Si, 11.6675, 6.5367, 9.6901, 0.0026, 0.0004, -0.005
Si, 0.7544, 10.0337, 10.7744, -0.0064, 0.0009, -0.0055
Si, 10.86, 8.2184, 11.2407, -0.0089, 0.0007, -0.0129
Si, 8.709, 8.3928, 10.1638, 0.016, 0.0063, 0.001
O, 10.6215, 6.9404, 20.3423, 0.0042, -0.0001, 0.0004
O, 8.9072, 4.6779, 22.5696, 0.0046, 0.0019, -0.0002
O, 23.8468, 11.9365, 23.1215, 0.0024, -0.0005, 0.0015
O, 2.7337, 16.5133, 23.1619, 0.0013, -0.0026, 0
O, 6.2494, 18.8256, 13.9348, 0.0052, -0.0001, 0.0106
O, 21.5452, -0.5746, 23.241, -0.0009, -0.0012, 0.0025
O, 15.1959, 20.5104, 14.2679, 0.0038, 0.0084, -0.005
O, -1.1806, -2.8535, 15.4427, 0.0059, 0.006, -0.0054
O, 11.3961, 27.516, 22.5498, 0.0039, -0.0021, -0.0011
O, -0.692, 3.0469, 22.3752, 0.0059, -0.0018, 0.0004
O, 2.7201, 7.5087, 15.7793, -0.0001, 0.0036, 0.0036
O, -11.0041, 3.6145, 17.6704, 0.0059, 0.0005, 0.0011
O, -5.0172, 18.0349, 29.2161, -0.0015, 0.0023, -0.0159
O, -6.0663, 14.4107, 28.2676, 0.0052, -0.0004, -0.0102
O, 4.111, 3.3987, 23.6848, 0.0022, -0.0031, 0.0041
O, -29.4999, 4.133, 16.3332, 0.0018, 0, 0.0018
O, 3.8556, -6.1573, 26.6829, 0.0021, -0.0036, 0.0018
O, -7.2505, -11.1923, 22.3885, -0.0005, -0.0008, 0.0021
O, -10.0997, 9.1047, 28.3026, 0.0031, 0.0016, 0.0041
O, -8.508, 8.2437, 22.7245, 0.0016, 0.0002, 0.0015
O, 1.6296, 3.5132, 24.5896, 0.0027, 0.0009, 0.0019
O, -0.8912, 26.2037, 24.7369, 0.0037, -0.0028, 0.006
O, -7.875, -0.5901, 27.3468, -0.0064, -0.0001, 0.0107
O, 6.795, -5.5139, 14.5604, 0.0004, 0.0023, -0.0008
Si, 2.6289, -6.9779, 23.3896, 0.0014, 0.0008, 0.0019
Si, 9.3977, 17.1359, 19.505, -0.0053, -0.0032, 0.0082
Si, -1.7285, 10.1994, 27.6217, 0.0007, 0.0065, 0.0036
Si, -9.0936, 4.1734, 29.7105, -0.0033, 0.0012, -0.0003
Si, 0.1803, 21.9888, 20.0628, -0.0022, 0.0018, -0.0026
Si, -11.7808, 8.753, 25.2197, 0.0046, -0.0013, 0.0023
Si, 12.2819, 2.2375, 22.0399, -0.0037, -0.0005, -0.0015
Si, -14.1053, 19.989, 23.7599, -0.0018, -0.0021, -0.003
Si, -1.6667, -3.5641, 28.8132, -0.0004, 0.0011, -0.0086
Si, -11.6439, 10.4704, 22.9325, 0.0046, -0.0025, 0.0002
Si, 6.6999, 2.3169, 19.7851, 0.0071, 0.0063, 0.0024
Si, -13.4256, -2.7074, 32.5011, 0.0042, -0.0007, 0.0001
Si, -14.1066, 12.0099, 15.4886, 0.0018, 0.003, 0.0056
Si, -12.0902, 15.0036, 18.7922, -0.004, -0.0057, 0.0043
Si, -9.1407, 21.3774, 28.37, 0.0002, 0.0036, -0.0095
Si, 0.4056, 3.785, 25.6208, -0.0041, 0.0002, -0.0064
Si, 2.4798, -5.8285, 27.5422, -0.0027, 0.004, -0.0021
Si, 4.817, 9.5957, 11.3403, -0.005, 0.0076, 0.0026
Si, 0.1759, 12.5859, 27.8752, -0.0061, -0.006, -0.0007
Si, -6.1681, 4.3318, 26.8822, 0.006, -0.0009, 0.0011
Si, -5.8666, 33.4627, 22.2101, 0.0031, 0.0003, -0.0035
Si, 0.1765, -1.3306, 32.5068, -0.0096, 0.0038, -0.0004
Si, -11.7214, 29.5963, 14.265, 0.0051, -0.0097, 0.0033
Si, -9.5802, 15.0299, 17.0292, -0.0023, 0.0001, -0.0067
Si, -15.3658, -1.2556, 32.6441, -0.0022, 0.0005, -0.0002
Si, -1.4812, 9.5131, 16.1422, 0.0018, -0.0031, 0.0039
Si, -15.0997, 15.8515, 21.1308, -0.0003, -0.0082, -0.0013
Si, -5.8424, 4.1919, 14.7649, 0.0043, 0.0018, -0.0037
Si, -6.2734, 7.3871, 17.8438, 0.0047, -0.0078, -0.0005
Si, -16.2345, 17.6287, 30.7988, 0.0034, -0.0153, 0.0232
Si, -19.0122, -1.638, 23.2982, 0.0003, -0.0018, 0.0001
Si, -4.7543, 12.5552, 33.7264, 0.0093, -0.0139, 0.0155
Si, -22.6722, -8.1647, 29.8776, -0.002, -0.0025, -0.0035
Si, -4.8073, 19.8232, 22.1604, 0.001, -0.0027, -0.0042
Si, 0.5057, 15.3253, 32.7386, -0.0059, -0.0072, 0.0001
Si, -19.1652, -0.2168, 13.1842, 0.0013, -0.0015, 0.0043
Si, 4.8205, 2.8656, 17.2455, 0.0044, 0.0018, 0.0025
Si, 10.4435, 4.4282, 23.1039, -0.0054, 0.0033, -0.0018
O, 1.845, 15.0607, 15.4054, 0.0045, -0.0002, 0.0046
O, 8.3005, 21.3575, 27.2665, -0.0018, -0.002, -0.0004
O, -18.7292, -6.6202, 13.7867, -0.0006, 0.0019, -0.0049
O, -5.8667, 1.5589, 20.8657, 0.0018, -0.0021, 0.0036
O, -6.4496, 12.4592, 16.3572, 0.0024, -0.0018, -0.0032
O, 6.7782, -2.72, 26.8163, 0.0021, 0.0036, -0.001
O, -2.7952, 28.6444, 27.7436, 0.0048, -0.0014, 0.0087
O, 10.1253, 35.6458, 19.1514, 0.0046, -0.0015, -0.0017
O, 10.1618, -2.9309, 24.4601, 0, -0.0027, 0
O, -1.6974, 9.0316, 28.7767, 0.0005, -0.0026, 0.0014
O, -4.6477, 32.3835, 22.0255, 0.0018, 0.0005, 0.0026
O, 6.459, 16.5435, 26.9718, 0.0009, -0.0023, 0.0022
O, 0.1497, -0.8933, 21.359, 0.0015, -0.0007, 0.0017
O, 13.7394, 5.1073, 12.9205, 0.0055, -0.0018, 0.0052
O, -7.8175, -12.1603, 24.8143, 0.0019, 0.0004, 0.0033
O, -10.9253, 9.5134, 24.0486, -0.0008, 0.0014, -0.0007
O, -11.2965, 15.579, 20.1151, 0, -0.0013, -0.0015
O, 5.9863, -0.3023, 26.0845, -0.0002, -0.0016, 0.0018
O, -1.3054, 11.1817, 19.3755, 0.0046, -0.0034, 0.002
O, 19.5839, 31.4156, 24.8182, 0.0007, -0.0018, 0.0034
O, -5.6299, 1.5793, 23.5454, -0.0021, -0.0008, 0.0051
O, -21.6444, 22.6254, 27.7764, 0.0068, -0.0066, 0.0038
O, 5.3491, -4.1025, 16.3016, 0.0011, 0, 0.0046
O, 8.85, 31.3329, 17.1659, 0.0019, -0.0032, 0.0032
O, -7.4982, -9.5697, 25.4659, 0.0044, 0, 0.0012
O, -10.3718, 8.015, 17.944, 0.0013, 0.0033, 0.0027
O, -5.3714, 8.2132, 20.7844, -0.0009, 0.0021, 0.0044
O, -11.8679, 10.023, 17.0542, 0.0015, 0.0012, -0.0032
O, -26.5305, 19.2472, 22.5543, 0.0048, -0.0014, 0.0052
O, -17.5392, 2.849, 18.6349, -0.0007, -0.0027, -0.0015
O, -38.8801, 3.5139, 20.5126, -0.0002, -0.0047, 0.0007
O, -1.9715, 2.258, 14.513, -0.0003, -0.0029, 0.0009
O, -17.4292, 17.2393, 19.0005, 0.0013, 0.0023, -0.0017
O, 6.7379, 38.5641, 21.4941, 0.0015, 0.0008, -0.0011
O, 11.4438, 14.9054, 13.6017, 0.0017, -0.0055, 0.0022
O, 0.4459, -4.6849, 14.6341, 0.001, 0.0091, -0.004
O, -20.835, 38.3997, 17.6034, 0.0002, -0.0022, 0.0031
O, -11.6426, 2.4406, 26.4412, 0.0024, 0.0025, 0.0044
O, 12.9195, 21.4342, 19.0286, 0.0007, -0.0021, -0.0002
O, -16.8, 8.6273, 17.8756, 0.003, 0.0037, 0.0003
O, 9.911, 2.6067, 11.9128, 0.0018, -0.0016, 0.0086
O, -15.3425, 12.287, 19.1459, 0.0046, -0.0026, -0.0013
O, -20.407, 11.756, 12.857, 0.0131, -0.0003, 0.0086
O, 15.8214, 6.4187, 21.137, -0.0008, 0.0002, 0.0022
O, 21.7055, 5.2764, 18.3213, 0.0027, -0.0009, -0.0024
O, -10.9312, -9.3449, 20.5454, 0.0015, -0.0026, 0.0022
O, 13.2189, -4.1279, 21.0715, 0.003, 0.0005, 0.0013
O, -0.1381, 6.9761, 28.3564, 0.0031, 0.0007, 0.0013
O, 1.061, 19.8024, 14.2734, -0.0006, 0, 0.0026
O, -4.0853, 11.6291, 15.3754, -0.0076, 0.0023, -0.0036
O, -24.9521, 21.5806, 15.0097, 0.0033, -0.0053, -0.0012
O, 5.2889, 11.5053, 13.8721, -0.0016, 0.0049, 0.0003
O, -2.1372, 12.3738, 17.0345, 0.0007, -0.0038, -0.0009
O, -17.3291, 3.3747, 25.6256, -0.0023, -0.0034, 0.0013
O, -19.9966, 3.0526, 17.4773, 0.0026, -0.0001, 0.0014
O, -9.3437, 9.9993, 16.4981, 0.004, 0.0011, 0.0037
O, 0.2523, 12.3218, 13.2265, 0.0035, -0.0036, -0.0007
O, -14.6627, 7.3405, 18.7388, -0.0027, 0.0054, -0.0077
O, -18.9224, 17.5796, 12.5177, -0.0049, -0.0109, 0.002
O, -12.4484, -1.1538, 26.3061, 0.0007, -0.0019, 0.0017
O, -19.4039, -3.142, 18.188, -0.0018, 0.0022, 0.0038
O, 0.8284, 18.7138, 26.0153, 0, -0.0025, 0.0021
O, -16.6866, -8.122, 14.3868, 0.0001, -0.0082, 0.004
O, -1.1226, 0.6706, 28.153, 0.0005, -0.0012, 0.0006
O, -0.8544, -3.2003, 12.8215, -0.0003, -0.0042, 0.0134
O, 12.6778, 15.7483, 26.7124, 0.0004, -0.0013, 0.0037
O, -9.1264, -4.2005, 27.7819, 0.0003, 0.0012, 0.0037
O, -15.329, -3.6254, 16.0884, 0.0025, 0.0029, 0.0014
O, -5.9383, -2.3751, 23.3138, -0.0007, 0.0009, 0.0013
O, 13.6152, 3.1768, 22.0904, 0.0018, -0.0003, 0.0019

Results
free energy: -176780.187 eV
free energy less fixed offsets of O -568.88, Si -635.61 eV per atom: 2.873 eV

The program warned: the cutoff lies below the one the program advises for these potential files; the forces do not sum to zero within the program's tolerance; the exchange-correlation potential is rough where the density is thin.
